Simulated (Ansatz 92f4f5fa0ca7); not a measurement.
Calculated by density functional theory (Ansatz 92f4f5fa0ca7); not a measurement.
Periodic cell of 272 atoms, Si165O101As1H5, from a study of silicon, its oxide and their interface. The atomic structure is a simulated model.

Settings
functional: PBE
potential files: Ansatz PAW
basis: plane waves
wave-function cutoff: 700 eV
density cutoff ratio: 5
exchange-correlation grid ratio: 1
k mesh: 2 x 2 x 1, shifted by 0.5 0.5 0.5 of a step
self-consistency stop: 5e-08 eV per atom in the density residual
occupations: fixed
spin: none
net charge: 0

Cell vectors (angstrom)
a 11.6015 0 0
b 0 13.3963 0
c 0 0 30.9504

Atoms and the computed forces on them: element, x, y, z (angstrom), force x, y, z (eV/angstrom)
Si 11.7806 -0.0845 24.4637 0.0206 0.0119 -0.0587
Si 3.9344 -0.0657 24.2668 -0.0048 -0.0027 0.0215
Si 7.7786 -0.0298 24.5124 -0.0147 -0.0054 -0.0577
Si 1.8126 3.3713 24.2557 -0.085 -0.0121 -0.0506
Si 5.8854 3.2635 24.241 0.0257 -0.0478 -0.0509
Si 9.8261 3.202 24.4051 0.0396 0.0059 -0.0355
Si 11.6396 6.7106 24.0044 -0.0034 -0.0097 -0.0841
Si 3.9551 6.6297 24.2669 0.0265 -0.01 -0.0354
Si 7.7944 6.6263 24.2105 -0.019 0.0182 -0.0319
Si 2.1655 9.8713 24.0645 0.0372 -0.0221 -0.0455
Si 5.8826 10.0174 24.1451 -0.044 0.0013 -0.0521
Si 9.8481 10.0587 24.1123 0.019 -0.0486 -0.0685
Si 11.7027 2.1382 25.3012 0.0171 -0.0225 -0.0543
Si 3.8493 2.2176 24.883 -0.0183 0.0018 0.0551
Si 7.8012 2.2189 25.1495 0.0138 0.019 -0.0156
Si 1.9476 5.6067 24.9645 -0.0214 0.0104 -0.0049
Si 5.8734 5.5024 25.012 0.0025 0.0231 -0.0114
Si 9.761 5.5289 24.9211 0.0264 -0.0108 0.0065
Si 11.7395 8.8988 24.8948 0.0112 0.0109 0.0125
Si 4.0223 8.8497 25.0458 0.0028 -0.0023 -0.0133
Si 7.8654 8.9129 24.8675 -0.0052 -0.012 0.0225
Si 2.0819 12.0963 25.0421 0.062 -0.0052 0.0053
Si 5.8383 12.2053 25.105 -0.058 -0.0172 -0.0182
Si 9.7644 12.2287 25.0543 0.0105 0.0298 0.0285
Si 11.6583 2.1901 27.5925 0.0043 0.0224 0.0077
Si 3.8757 2.2253 27.307 -0.0136 0.014 -0.0243
Si 7.7739 2.2317 27.4806 0.0063 0.0078 -0.0059
Si 1.9469 5.5835 27.3576 -0.0019 -0.0001 -0.0202
Si 5.8347 5.539 27.3814 -0.004 -0.0098 -0.0024
Si 9.72 5.5682 27.3296 0.0198 0.0175 -0.0269
Si 11.6729 8.9011 27.3144 -0.0008 0.011 -0.0244
Si 3.9365 8.8928 27.4073 -0.0047 0.007 -0.0166
Si 7.7951 8.9181 27.2993 -0.0079 0.006 -0.0286
Si 2.0065 12.1882 27.409 -0.0047 0.0219 -0.0127
Si 5.8294 12.2409 27.448 0.0002 0.0125 -0.0069
Si 9.7222 12.2313 27.4192 0.0001 0.0065 -0.0238
Si 2.0079 1.0521 28.199 0.0366 -0.0162 0.0001
Si 5.8058 1.1118 28.1743 -0.0125 -0.011 0.0099
Si 9.689 1.0692 28.2214 -0.0216 0.0061 -0.0188
Si 11.6301 4.4707 28.1981 -0.0023 -0.0074 0.0048
Si 3.8753 4.4434 28.1607 0.0137 0.0057 0.0048
Si 7.7819 4.4733 28.1923 -0.0089 0.0043 -0.0032
Si 1.9777 7.8005 28.1795 -0.0087 0.0046 -0.0109
Si 5.8703 7.7798 28.1658 0.0147 0.0082 0.0053
Si 9.7237 7.8045 28.141 -0.0027 -0.0048 0.0098
Si 11.6514 11.115 28.1847 0.0107 0.0001 0.0015
Si 3.9189 11.1105 28.2242 0.0051 -0.0045 -0.0148
Si 7.7746 11.1267 28.1859 -0.005 -0.0068 0.003
Si 1.9336 1.1164 30.5554 0.2636 -0.1673 0.1094
Si 5.8008 1.1164 30.5554 -0.1017 -0.0034 -0.1802
Si 9.6679 1.1164 30.5554 -0.0061 -0.1355 0.2137
Si 0 4.4654 30.5554 0.0492 0.1477 0.1015
Si 3.8672 4.4654 30.5554 0.0018 -0.0205 -0.1355
Si 7.7343 4.4654 30.5554 0.1128 0.1122 0.041
Si 1.9336 7.8145 30.5554 0.009 -0.0154 -0.1604
Si 5.8008 7.8145 30.5554 0.1836 0.0027 -0.1411
Si 9.6679 7.8145 30.5554 0.0456 -0.0013 -0.2769
Si 0 11.1635 30.5554 0.0758 -0.1651 0.0115
Si 3.8672 11.1635 30.5554 0.0489 -0.1099 0.2739
Si 7.7343 11.1635 30.5554 0.078 -0.1422 0.0256
Si 0 0 0.3944 -0.1844 0.2107 0.0247
Si 3.8672 0 0.3944 0.0238 0.1647 -0.1814
Si 7.7343 0 0.3944 -0.0607 0.166 0.1186
Si 1.9336 3.3491 0.3944 -0.169 0.0534 0.2527
Si 5.8008 3.3491 0.3944 -0.0145 -0.0797 -0.0041
Si 9.6679 3.3491 0.3944 -0.1104 -0.0813 0.1206
Si 0 6.6981 0.3944 0.1544 -0.0069 0.039
Si 3.8672 6.6981 0.3944 -0.2324 0.0224 -0.0384
Si 7.7343 6.6981 0.3944 0.019 0.044 -0.1621
Si 1.9336 10.0472 0.3944 -0.02 0.0113 -0.0729
Si 5.8008 10.0472 0.3944 -0.0948 -0.0096 -0.085
Si 9.6679 10.0472 0.3944 -0.0414 0.1243 0.1098
Si 11.541 0.0672 2.7709 -0.0416 -0.0088 -0.0083
Si 3.8553 0.0534 2.7274 0.0076 0.0005 0.0108
Si 7.6703 0.0519 2.7819 0.0002 0.0114 -0.0047
Si 1.8603 3.3771 2.807 -0.0181 -0.01 -0.0047
Si 5.7571 3.3831 2.7675 0.0076 -0.0085 -0.0038
Si 9.6063 3.3611 2.7819 0.0077 0.0039 -0.0043
Si 11.6272 6.7305 2.7642 0.0108 0.0171 -0.0083
Si 3.8102 6.7224 2.7657 -0.0335 0.0066 -0.0075
Si 7.7489 6.742 2.7374 0 -0.0156 0.0187
Si 1.9036 10.0871 2.7461 -0.0193 0.005 0.0089
Si 5.7638 10.0503 2.7464 -0.0263 0.0061 -0.0047
Si 9.6367 10.1003 2.7758 0.0316 0.0047 -0.0051
Si 11.509 2.2792 3.6681 0.0044 0.0007 0.024
Si 3.8111 2.275 3.5588 0.0131 0.0014 0.0157
Si 7.658 2.2834 3.6601 0 -0.0188 0.0296
Si 1.9112 5.5887 3.6817 -0.0154 -0.0051 0.0297
Si 5.7839 5.6458 3.4407 -0.0131 -0.0114 0.0032
Si 9.689 5.6134 3.4912 -0.0016 -0.0141 0.0068
Si 11.5782 8.9724 3.5469 -0.0064 -0.009 -0.0099
Si 3.8166 8.9588 3.5499 0.0197 -0.0126 0.0232
Si 7.702 8.9635 3.5311 0.0047 0.0012 0.0113
Si 1.9079 12.358 3.4272 0.0109 -0.0197 -0.0039
Si 5.7374 12.2794 3.5189 -0.0118 -0.0181 0.0117
Si 9.6017 12.3533 3.5785 -0.007 -0.0123 0.0087
Si 11.3776 2.3163 6.1128 -0.0114 -0.0113 -0.0299
Si 3.736 2.293 5.9344 0.0115 0.0012 0.0163
Si 7.5356 2.3452 6.1013 -0.0105 0.0297 -0.0159
Si 1.8891 5.6381 6.1367 0.011 0.0099 -0.0463
Si 5.7339 5.7016 5.7612 0.0208 -0.0292 0.0318
Si 9.6856 5.6651 5.8296 0.0189 -0.0047 0.033
Si 11.5741 8.9874 5.9031 0.0537 0.0192 0.0247
Si 3.7186 8.9608 5.9215 -0.0365 -0.0085 0.0087
Si 7.6607 8.9658 5.8821 -0.0105 -0.0172 0.0164
Si 1.8329 12.4362 5.7388 0.0349 -0.0138 0.0339
Si 5.6345 12.2351 5.8663 -0.001 0.0291 0.0052
Si 9.4991 12.3834 5.9639 -0.0029 -0.008 -0.0254
Si 1.7645 1.2257 6.7047 0.0381 0.028 0.051
Si 5.5881 1.0325 6.7106 0.0032 -0.0268 0.0595
Si 9.3891 1.1855 6.9666 -0.0364 0.0109 0.0594
Si 11.4771 4.5663 6.9328 -0.0526 0.0185 0.0623
Si 3.954 4.5246 6.7258 0.069 0.0266 0.0665
Si 7.6898 4.7253 6.6116 -0.0102 -0.0004 0.0317
As 1.8425 7.8966 7.0321 -0.0059 0.028 -0.052
Si 5.701 7.8837 6.6613 0.0149 0.0177 0.0842
Si 9.621 7.8843 6.6293 0.0023 -0.0133 0.0505
Si 11.5346 11.305 6.4759 0.0617 -0.0221 0.0379
Si 3.6069 11.2083 6.6654 -0.0681 -0.0232 0.0559
Si 7.5884 11.1768 6.6407 0.0141 0.0227 0.0227
H 7.529 11.1251 8.1367 0.0001 -0.0094 0.0027
H 9.6406 7.8663 8.1285 -0.0013 -0.0062 -0.001
O 11.2477 4.6809 8.6132 0.001 -0.0222 -0.0257
O 9.0809 1.2168 8.6478 0.011 -0.0209 -0.0161
O 3.2541 11.2342 8.3005 0.0145 -0.0128 -0.0231
O 5.3693 0.6354 8.3163 0.025 0.0056 -0.0211
O 4.5035 4.4436 8.304 -0.0505 -0.0096 0.0192
O 0.2685 11.6019 8.0711 -0.0435 -0.0086 0.0055
O 5.7734 7.8143 8.3314 -0.0071 -0.0157 0.0128
O 7.8143 5.3822 8.1455 -0.0242 -0.0191 -0.014
O 1.8319 1.274 8.3738 -0.0172 -0.0111 0.0022
H 7.7432 6.5826 22.7097 0.0035 0.0048 -0.0004
H 3.9541 -0.169 22.7732 -0.0023 0.0076 -0.0042
H 3.9666 6.6582 22.7653 -0.0008 0.0042 0.0019
O 2.5036 9.6249 22.4316 -0.0286 0.0201 0.0087
O 0.4918 -0.0987 22.8312 -0.0515 0.0251 -0.0148
O 10.1714 2.8949 22.79 0.0045 0.0245 0.0297
O 11.6076 6.7901 22.316 -0.0001 0.0191 0.0016
O 6.0503 3.2219 22.5893 -0.0113 0.0007 -0.0019
O 5.6826 10.0991 22.4767 0.0171 -0.0017 0.011
O 1.2347 3.5295 22.6701 0.0098 -0.0094 0.0183
O 10.1021 10.1962 22.4502 -0.0339 0.0051 -0.0003
O 7.5663 0.0359 22.8744 0.0444 0.0181 0.004
Si 0.9544 4.4021 14.919 -0.0002 0.0042 -0.0016
Si 6.2251 8.0426 12.5782 0.0027 0.001 -0.0024
Si 11.4877 7.432 20.7975 -0.0059 0.003 -0.0123
Si 2.407 9.3032 20.8181 0.0034 0.0005 -0.0143
Si 9.3144 1.2232 17.6605 -0.0017 -0.004 0.0019
Si 11.3107 4.7479 19.2754 -0.0001 -0.0001 -0.0011
Si 3.0596 2.3908 14.2204 0.0042 -0.0007 -0.0027
Si 4.4677 0.8114 19.4467 0.0022 0.003 -0.0001
Si 8.6888 4.1369 17.6439 -0.0011 0.004 -0.0017
Si 8.7414 12.0048 19.2847 0.0016 -0.0012 -0.0019
Si 4.7397 7.9292 16.5923 0.0001 0.0032 0.0026
Si 8.7888 0.1526 9.8881 0.0069 -0.0137 0.0074
Si 4.829 4.8714 9.8469 -0.0122 -0.0001 -0.0003
Si -0.1179 3.1166 21.8301 0.0003 -0.0004 -0.0161
Si 8.2612 0.3675 21.4652 0.0072 -0.0005 0.0059
Si 10.7651 10.1634 11.7912 0.0014 -0.0033 -0.0031
Si 6.2587 2.6088 21.1049 0.0033 0.0032 0.0028
Si 4.4386 9.9495 14.1977 -0.0007 0.0008 -0.002
Si 4.1424 3.0456 17.11 0.0005 -0.0016 -0.0028
Si 6.0489 11.6455 18.5632 0.0005 -0.0029 -0.005
Si 10.3017 4.9218 12.8044 0.0014 0.001 0.0013
Si 1.0902 1.3452 9.8252 -0.0009 -0.0019 0.0045
Si 9.5091 9.7324 20.9909 -0.0051 0.002 -0.0016
Si 6.0425 4.7811 18.7599 0.0025 0.0018 0.0013
Si 6.3082 9.7078 21.0183 0.0069 -0.0051 -0.0078
Si 7.9566 5.1878 9.7479 -0.0033 -0.0019 0.0158
Si 5.6105 5.9583 14.6472 0.0003 -0.0007 -0.0029
Si 10.6865 3.8563 9.9324 -0.0001 -0.0137 0.0137
Si 7.6845 0.6802 15.009 -0.0012 -0.0022 -0.0028
Si 5.005 12.4074 15.8691 0.0003 -0.0023 -0.0033
Si 9.693 12.9976 12.8 -0.0019 -0.0002 0.0018
Si 2.0129 12.2354 19.6005 -0.0039 -0.0021 -0.0052
Si 4.8991 7.6962 19.4946 0.0052 -0.0033 -0.0017
Si 4.995 7.8876 9.761 -0.0031 0.002 -0.0079
Si 2.0359 13.2649 16.7582 -0.0026 -0.0043 -0.0006
Si 9.0359 7.4613 11.795 0.0036 0.0047 0.0014
Si 3.7918 2.2255 11.2979 -0.0014 0.0046 0.0057
Si 1.0016 13.2788 14.0469 -0.0008 -0.0013 0.0002
Si 1.9824 10.7111 12.4702 -0.0014 -0.0034 -0.0007
Si 11.2279 11.9877 9.4872 -0.0028 -0.0092 -0.0028
Si 5.5837 0.0257 9.8112 0.0004 -0.007 0.0134
Si 3.0571 5.5819 16.2106 -0.0035 0.0022 0.0015
Si 11.4987 0.2592 21.3708 -0.0102 -0.0059 0.0067
Si 0.578 2.5692 17.3917 0.0023 -0.0006 0.0004
Si 3.7371 10.8377 9.8074 0.0002 -0.0135 0.0119
Si 7.9979 3.798 14.5911 -0.0016 -0.0027 -0.0026
O 7.7923 12.5322 20.5134 0.0188 0.0131 -0.0087
O 6.2414 0.037 15.4854 0.0094 -0.0055 -0.0013
O 1.7337 12.195 13.0893 -0.0158 -0.008 0.011
O 6.0021 8.1554 20.5974 -0.0173 0.0158 -0.0169
O 0.4284 13.2677 10.1366 -0.0007 0.0011 -0.0243
O 5.9271 7.0445 15.8562 -0.0387 0.0007 -0.01
O 7.5483 5.1466 18.2474 0.0017 -0.0204 0.0021
O 4.1216 1.9105 18.2826 0.0034 -0.0107 0.01
O 11.3596 10.6505 10.3659 -0.0222 0.0137 0.0125
O 5.3365 11.381 17.1136 -0.0057 0.0211 -0.0103
O 5.0343 1.578 20.7686 0.0196 0.0049 -0.0197
O 3.1588 13.3616 19.9347 0.0006 -0.0107 -0.0152
O 7.6446 11.4178 18.2309 -0.0007 0.0093 0.0206
O 3.4508 6.9694 16.9477 0.0162 -0.011 -0.0342
O 4.2685 6.4235 10.0338 0.0294 -0.0084 -0.0138
O 9.8835 11.3798 12.4889 0.02 0.014 -0.0124
O 9.8784 0.2056 21.4959 0.0038 0.0047 -0.0087
O 9.4231 13.3475 18.676 -0.0221 -0.0227 -0.0081
O 1.796 12.2281 17.988 0.0132 0.0209 0.0134
O 6.0474 8.1125 10.9709 -0.0202 -0.0059 0.0075
O 2.5837 10.9712 10.9593 0.0214 0.002 0.0074
O 5.6187 13.1975 18.8855 -0.0187 -0.0008 0.0151
O 10.8454 1.6953 17.5897 -0.0038 0.0198 -0.0043
O 4.7578 11.5028 14.5401 -0.0047 -0.0134 0.0212
O 0.7786 3.6811 18.6008 -0.0185 -0.0107 -0.0154
O 5.4737 6.7407 13.2175 0.0214 0.0134 0.0181
O 10.0667 4.7618 18.2328 0.0012 -0.0146 0.0067
O 0.5663 9.8702 12.6011 0.0017 0.0162 0.0058
O 5.676 9.3901 13.2986 -0.0175 -0.0198 0.003
O 11.7296 6.3064 19.613 -0.0102 0.016 0.0131
O 1.7548 1.431 17.2378 -0.006 -0.0173 -0.0087
O 3.0593 9.857 13.3425 0.0115 0.0202 -0.0024
O 1.9516 1.1973 14.1292 0.0024 -0.0019 -0.0056
O 9.984 6.502 12.6755 -0.017 -0.0121 -0.0218
O 7.1923 -0.0918 10.0791 -0.0056 0.0115 -0.0176
O 8.9832 4.0639 13.2958 -0.0008 0.0131 0.0194
O 7.7026 1.8253 20.9731 -0.0278 -0.0061 0.0117
O 4.0721 9.2303 9.7776 0.0087 0.0045 -0.0063
O 0.9694 8.6124 20.5626 0.0106 -0.006 0.0119
O 9.6081 12.2312 9.3626 0.0106 0.0175 0.0246
O 5.1938 8.4644 18.0609 -0.0078 -0.0279 0.007
O 9.0269 3.9387 9.9389 0.0025 0.0295 -0.0147
O 7.908 9.714 21.1594 0.0052 0.0031 -0.0047
O 9.8771 8.8296 11.4788 0.0022 0.0006 0.013
O 11.0337 4.4367 11.4205 -0.0082 0.003 0.0067
O -0.1662 2.4007 9.8531 0.0225 -0.0012 0.0052
O 6.7176 4.7965 14.4875 0.0044 0.0016 -0.0003
O 5.6761 10.6847 19.8465 0.0131 -0.0026 0.0064
O 3.4846 8.2266 20.1686 -0.0026 0.018 -0.0014
O 8.7141 0.6511 16.2702 -0.0095 0.0159 0.0012
O 9.3776 0.446 11.4073 -0.0051 -0.0222 0.011
O 4.012 2.2575 12.9158 -0.0247 0.006 -0.0002
O 6.4341 4.8173 10.2559 -0.0044 0.0119 -0.0157
O 6.1802 3.8557 20.0806 -0.002 -0.0071 -0.0145
O 7.8261 7.9163 12.7862 -0.0108 -0.0068 -0.0109
O 8.5209 6.5623 10.4907 -0.0012 -0.0244 0.0051
O 8.4133 -0.1767 13.8079 0.0126 0.0141 -0.0002
O 0.9719 12.7746 15.6085 0.0176 0.0104 -0.0091
O 3.0095 4.2434 17.1779 0.0053 0.0046 -0.0236
O 4.0678 3.7521 10.7604 0.0081 -0.0144 -0.0034
O 10.0532 8.2312 20.6159 0.0095 0.0065 0.017
O 9.8003 10.859 19.8084 -0.0263 0.0053 0.0122
O 11.0828 0.1723 13.4896 -0.0025 -0.0225 -0.0012
O 4.2649 9.102 15.5791 0.0134 -0.0107 -0.0125
O 1.5453 5.7442 15.6413 0.016 -0.0302 -0.0046
O 11.3711 4.8552 13.9787 0.005 -0.0131 -0.0004
O 4.8796 1.1233 10.7873 -0.0064 -0.0077 -0.0125
O 8.4619 2.5625 18.1249 0.0163 0.0125 -0.0241
O 5.1244 6.0821 19.1976 0.0172 0.0066 0.0001
O 2.488 10.7441 20.0512 -0.0071 -0.0031 0.0075
O 4.0066 2.4269 15.5832 -0.0124 0.0079 -0.0017
O 0.2745 1.7858 20.9681 -0.0093 -0.0006 0.0264
O 3.5963 13.1637 16.2436 -0.008 -0.0182 0.0036
O 8.7567 4.1355 16.0055 -0.0173 -0.0115 0.0058
O 5.4927 3.9228 17.4599 -0.0021 0.0008 0.0134
O 2.1679 3.7417 14.0642 -0.0025 -0.0018 0.0242
O 0.3775 3.3286 15.9784 0.0218 0.0059 0.0052
O 0.5993 12.6414 20.3151 0.0239 0.0067 0.0002
O 7.481 2.2433 14.5458 0.0183 -0.0008 0.0125
O 4.9611 11.9171 10.0946 -0.0104 0.0143 -0.0007
O 2.2539 1.7624 10.9039 0.0123 0.0009 -0.0118
O 4.1556 5.3266 15.0139 0.0003 0.0155 0.0213
O 10.9551 4.2093 20.7653 0.0126 -0.0154 -0.0141

Results
free energy: -167290.955 eV
free energy less fixed offsets of As -4857.07, H -17.10, O -569.03, Si -635.61 eV per atom: -0.705 eV

The program warned: the cutoff lies below the one the program advises for these potential files; the forces do not sum to zero within the program's tolerance; the exchange-correlation potential is rough where the density is thin.
